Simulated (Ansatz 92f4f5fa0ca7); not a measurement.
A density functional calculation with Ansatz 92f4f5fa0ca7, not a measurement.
Periodic cell of 223 atoms, Si133O90, from a study of silicon, its oxide and their interface. The atomic structure is a simulated model.
Doubt: the cutoff is far below the 930 eV that the study's wrapper takes by default for these files, so forces and energies are approximate.

Settings
functional: PBE
potential files: Ansatz PAW
basis: plane waves
wave-function cutoff: 580 eV
density cutoff ratio: 5
exchange-correlation grid ratio: 1
k mesh: 1 x 1 x 1, Gamma-centred
self-consistency stop: 5e-08 eV per atom in the density residual
occupations: fixed
spin: none
net charge: 0

Cell vectors (angstrom)
a 10.938 0 0
b 0 10.938 0
c 0 0 32.2261

Atoms: element, x, y, z (angstrom)
Si 0.1386 -0.2599 24.8669
Si 5.2418 0.0725 24.8794
Si 3.1303 2.4424 24.7413
Si 7.8407 2.9299 24.6842
Si -0.3083 5.5676 24.5356
Si 5.8161 5.3877 24.56
Si 2.3122 8.4171 24.7962
Si 8.5745 7.9249 24.9475
Si 1.3932 1.3911 26.0128
Si 6.8037 1.3397 26.1049
Si 4.1821 4.1781 25.9374
Si 9.519 4.037 25.9702
Si 1.2708 6.7159 26.0111
Si 6.8902 6.7953 26.115
Si 4.0077 9.4704 26.111
Si 9.6548 9.5044 26.2789
Si 2.7159 0.0047 27.449
Si 8.2104 -0.0045 27.4635
Si -0.0001 2.7349 27.3859
Si 5.4582 2.7707 27.4314
Si 2.7502 5.4498 27.3729
Si 8.2395 5.4179 27.4512
Si 0.0664 8.108 27.5216
Si 5.4736 8.1716 27.435
Si 4.1018 1.3673 28.8078
Si 9.5708 1.3673 28.8078
Si 1.3673 4.1018 28.8078
Si 6.8362 4.1018 28.8078
Si 4.1018 6.8362 28.8078
Si 9.5708 6.8362 28.8078
Si 1.3673 9.5708 28.8078
Si 6.8362 9.5708 28.8078
Si 0 0 30.1751
Si 5.469 0 30.1751
Si 2.7345 2.7345 30.1751
Si 8.2035 2.7345 30.1751
Si 0 5.469 30.1751
Si 5.469 5.469 30.1751
Si 2.7345 8.2035 30.1751
Si 8.2035 8.2035 30.1751
Si 1.3673 1.3673 31.5423
Si 6.8362 1.3673 31.5423
Si 4.1018 4.1018 31.5423
Si 9.5708 4.1018 31.5423
Si 1.3673 6.8362 31.5423
Si 6.8362 6.8362 31.5423
Si 4.1018 9.5708 31.5423
Si 9.5708 9.5708 31.5423
Si 2.7345 0 0.6835
Si 8.2035 0 0.6835
Si 0 2.7345 0.6835
Si 5.469 2.7345 0.6835
Si 2.7345 5.469 0.6835
Si 8.2035 5.469 0.6835
Si 0 8.2035 0.6835
Si 5.469 8.2035 0.6835
Si 4.1018 1.3673 2.0507
Si 9.5708 1.3673 2.0507
Si 1.3673 4.1018 2.0507
Si 6.8362 4.1018 2.0507
Si 4.1018 6.8362 2.0507
Si 9.5708 6.8362 2.0507
Si 1.3673 9.5708 2.0507
Si 6.8362 9.5708 2.0507
Si 0 0 3.418
Si 5.469 0 3.418
Si 2.7345 2.7345 3.418
Si 8.2035 2.7345 3.418
Si 0 5.469 3.418
Si 5.469 5.469 3.418
Si 2.7345 8.2035 3.418
Si 8.2035 8.2035 3.418
Si 1.3538 1.4367 4.8884
Si 6.8262 1.3598 4.8948
Si 4.0571 4.0884 4.7607
Si 9.5513 4.0554 4.7852
Si 1.3721 6.9089 4.7466
Si 6.8378 6.8146 4.7264
Si 4.0965 9.6113 4.8869
Si 9.5183 9.6564 4.6654
Si 2.749 0.1452 6.3707
Si 8.291 -0.0847 6.2357
Si -0.0685 2.813 6.325
Si 5.3909 2.787 6.2255
Si 2.6134 5.4224 6.0655
Si 8.1568 5.4102 6.0757
Si -0.0189 8.4077 5.9659
Si 5.536 8.1452 6.1531
Si 4.0497 1.6427 7.8429
Si 9.7639 1.1577 7.6783
Si 0.7918 4.7106 7.5199
Si 6.603 4.3256 7.5209
Si 4.3193 6.4612 7.2945
Si 9.5664 6.9309 7.1048
Si 1.0784 9.8543 7.5319
Si 7.353 9.0277 7.4479
O 9.5753 6.8123 24.2138
O 4.1705 1.215 24.385
O 8.502 7.9195 7.965
O 3.2332 2.4467 9.0572
O 6.8256 4.1343 24.1416
O 2.8305 7.6935 23.4213
O 5.4655 5.4551 7.9414
O 0.1484 0.1367 8.5393
O 7.1101 3.6542 8.9271
O 6.7797 9.6151 8.867
O 10.8361 6.0896 7.7759
O 1.5544 8.8425 8.7416
O 5.2283 0.8321 8.6841
O 1.5428 4.428 8.9329
O 8.8718 1.6526 8.9592
O 3.4564 6.9363 8.609
O 7.962 8.7926 23.7213
O 8.3258 2.1922 23.2927
O 5.4941 6.2947 23.1937
O 2.8308 2.9936 23.2157
O 12.1882 -1.3476 24.2871
O 0.0695 4.8832 23.0547
O 4.0412 7.4317 21.1844
O 10.9727 21.0609 20.7974
Si 5.4009 4.8468 16.6741
Si 0.5426 8.776 20.0707
Si 6.0809 9.3386 12.1154
Si 13.3718 4.897 12.6748
Si 8.7131 3.025 12.7903
Si 9.9014 0.0485 12.729
Si 2.064 3.2585 9.8987
Si 2.5927 -3.7221 21.8883
Si 17.7153 7.048 15.5048
Si 7.0926 11.1336 18.6353
Si 8.5718 3.2122 9.5828
Si 3.4879 13.1196 14.0133
Si 5.8249 0.479 14.339
Si 6.9803 5.9719 19.2436
Si 0.8212 4.7811 21.5811
Si 13.6769 -0.9736 18.2196
Si 3.3401 2.8273 17.0662
Si 5.3876 10.2935 9.3309
Si 9.5267 6.583 16.5197
Si 16.4811 7.0657 21.7307
Si 9.7994 4.8013 19.0616
Si 1.8942 -0.3182 12.6971
Si 5.2107 20.5318 16.5804
Si 8.4679 8.1436 12.9509
Si 11.4342 0.5494 10.2494
Si 7.0134 9.6029 22.707
Si 11.3294 11.6886 20.8735
Si -0.5901 -5.2082 13.5461
Si 4.4433 1.1764 19.5711
Si 3.0039 8.3223 9.2829
Si 1.008 1.3486 17.8064
Si 3.3871 7.9184 12.3849
Si 2.5283 2.3228 21.7635
Si 7.3307 2.7374 15.336
Si 8.8155 8.4549 18.5877
Si 9.0531 0.9183 22.5924
Si 9.2523 2.2243 17.5071
O 6.1773 8.3267 16.3004
O 5.0222 1.7298 13.6432
O 13.1219 5.6576 21.743
O 6.5019 10.4469 13.2296
O 2.5406 9.1588 13.1099
O 1.6558 0.9391 21.9076
O 2.9058 8.0353 10.8498
O 3.5522 -0.1993 19.4197
O 10.3341 -4.6987 15.1298
O 9.6031 -3.9681 12.7118
O 3.8486 4.3771 16.9106
O 8.2141 9.9504 18.8991
O 9.4146 8.162 17.0536
O 14.3345 2.055 15.631
O 7.4821 7.6204 14.1551
O 11.888 5.4457 13.0927
O 4.9555 8.2762 12.6295
O 6.1932 6.0396 20.6595
O 9.9234 14.1919 18.5767
O 5.5372 5.9698 15.4707
O 7.5681 7.4473 18.8743
O 1.6089 8.9701 18.8442
O 12.3685 3.3457 21.1115
O 8.3213 3.0679 11.2175
O 10.0826 -2.838 19.5704
O -0.1912 -5.7716 20.3455
O 6.0567 10.5902 17.5238
O 3.2648 6.3268 12.7814
O 6.0366 0.7652 19.7925
O 10.1654 5.726 17.754
O 1.7284 -0.2282 11.0285
O 8.2357 4.9711 19.4761
O 6.175 14.4421 16.173
O 11.8015 1.2315 19.4114
O 7.4392 14.2039 13.796
O 4.8575 10.433 15.2253
O 9.6772 4.2834 13.2116
O 8.7439 2.9516 16.1373
O 7.9558 6.1854 16.2593
O 4.2601 2.0777 18.2079
O 4.08 9.46 8.8361
O 5.4321 -0.675 10.9441
O 9.9495 12.4298 21.3486
O 1.7622 2.7713 17.5006
O 10.1044 0.2473 23.645
O 6.3801 8.4826 21.7043
O 2.5084 4.094 11.2354
O -1.6348 1.513 13.1683
O 2.6384 11.9776 13.2062
O -0.4579 23.0931 17.1066
O 7.9592 10.7633 22.0382
O 6.992 1.134 15.2727
O 1.9489 0.1147 17.2839
O 9.7543 4.1884 9.1545
O 14.7474 9.1385 17.297
O 0.4329 -0.1771 13.3893
O 10.0862 0.1464 11.0777
O 7.4111 -2.4884 11.7167
O 0.8882 2.1359 10.2389
O 3.8699 2.0356 20.8597
O 16.7244 10.331 23.4849
O 1.3257 7.9615 21.2189
O 5.9577 5.4203 18.1001
O 13.9983 3.7329 13.6661
O 7.975 1.477 18.173
O 9.1358 -1.3156 13.211

Results
free energy: -135731.010 eV
free energy less fixed offsets of O -568.88, Si -635.61 eV per atom: 4.320 eV

Forces (eV/angstrom), in the order of the atoms: element, x, y, z
Si 0.014 -0.0315 -0.0804
Si -0.0399 0.0275 -0.0985
Si 0.0093 -0.0221 -0.0848
Si -0.0239 0.0035 -0.0732
Si -0.0444 0.0252 -0.0705
Si 0.0166 0.019 -0.0338
Si -0.0182 0.0439 -0.1107
Si -0.0058 0.0093 -0.1061
Si 0.019 -0.0222 -0.0311
Si 0.0017 0.0048 -0.0232
Si 0.0346 0.0022 -0.0193
Si -0.0289 -0.013 -0.042
Si -0.013 -0.0035 -0.0453
Si 0.0131 0.0197 -0.0507
Si -0.0194 0.012 -0.0206
Si -0.0103 -0.0008 -0.0418
Si 0.0058 0.0026 0.0166
Si -0.0032 0.0059 0.0002
Si -0.0009 0.0001 0.0065
Si -0.0069 -0.0098 0.003
Si 0.0125 -0.005 0.0062
Si 0.0087 -0.0018 0.0098
Si 0.0012 0.0076 0.0232
Si 0.0097 0.0065 0.007
Si -0.0684 0.172 -0.0677
Si 0.1342 0.1384 -0.0972
Si 0.0522 -0.0062 -0.4133
Si 0.0881 -0.1191 0.1499
Si -0.1096 -0.1945 -0.1764
Si -0.0765 -0.3694 0.4131
Si 0.2276 -0.112 0.3185
Si -0.1603 -0.0263 -0.0286
Si -0.0441 -0.0546 -0.0139
Si 0.0051 -0.0005 -0.0206
Si -0.0324 -0.061 -0.0278
Si -0.0446 0.0344 0.0064
Si -0.1094 0.0535 0.017
Si -0.0179 -0.021 -0.0236
Si 0.0459 0.1336 0.0132
Si -0.0039 -0.0745 -0.0285
Si 0.0551 0.0301 0.0065
Si 0.0333 -0.0246 -0.0236
Si 0.0165 0.0052 -0.0155
Si 0.0831 -0.0396 -0.0248
Si 0.025 -0.0263 -0.0416
Si -0.0321 0.036 -0.0093
Si -0.0087 -0.0682 -0.0176
Si -0.0441 0.0039 -0.0089
Si 0.0205 -0.0692 -0.0017
Si -0.0051 0.0018 0.0409
Si -0.1615 0.0692 0.0141
Si 0.0082 0.0105 0.0153
Si -0.0308 0.051 0.0237
Si 0.027 0.0023 0.0043
Si 0.012 -0.0302 0.0261
Si -0.0195 0.0484 0.0081
Si -0.0755 0.0075 0.0394
Si 0.0993 0.0144 -0.0304
Si 0.0686 -0.0246 0.018
Si -0.1121 -0.0469 0.0285
Si 0.1103 0.0198 0.0043
Si -0.0497 -0.0079 0.0025
Si 0.1471 0.1173 0.0341
Si -0.0034 -0.1481 0.0011
Si 0.3885 0.7768 -0.1674
Si 0.0267 0.0313 0.6274
Si -0.1758 -0.2579 -0.0661
Si -0.2499 -0.3914 0.1883
Si -0.1098 0.0375 0.2532
Si -0.2954 -0.172 -0.2553
Si 0.3545 0.5069 0.0101
Si -0.1798 -0.0823 -0.4877
Si -0.0609 -0.0108 0.01
Si -0.0056 0.0299 -0.0011
Si -0.0029 0.032 -0.0273
Si -0.0201 -0.0051 -0.0262
Si 0.0557 -0.003 -0.0218
Si 0.0011 -0.0038 -0.0092
Si -0.0007 -0.034 0.0303
Si 0.0255 0.0169 -0.0311
Si 0.0057 0.0402 0.0842
Si 0.0144 -0.0624 0.0388
Si 0.0661 0.0016 0.1082
Si 0.0069 0.0142 0.0055
Si -0.0139 0.0296 0.0728
Si -0.0303 -0.0184 0.0978
Si -0.0295 0.0216 0.0493
Si -0.0285 -0.0079 0.0411
Si 0.0681 -0.0246 0.0394
Si -0.6394 0.5933 -0.0637
Si -0.3918 -0.0351 0.5288
Si 0.0373 -0.0075 0.2047
Si 0.0399 -0.0615 0.0625
Si 0.1238 -0.124 0.2618
Si 0.3506 -0.4452 -0.2755
Si 0.075 -0.1015 0.1009
O -0.0177 0.0035 0.1606
O -0.0024 0.033 0.1103
O -0.0328 0.0758 -0.2274
O 0.0241 -0.0606 -0.0939
O 0.0133 -0.0207 0.1083
O 0.0076 0.0144 0.0779
O -0.0866 0.0395 -0.1834
O 0.0922 -0.0582 0.3918
O -0.1876 -0.1075 -0.1576
O -0.0518 0.0205 -0.0171
O 0.0911 0.0866 -0.3339
O -0.1518 0.1916 -0.0852
O -0.0275 -0.0413 -0.0314
O 0.145 -0.0802 -0.0894
O 0.1201 -0.2296 -0.1603
O -0.0455 0.0863 -0.0153
O -0.0047 0.0026 -0.0081
O 0.0042 0.0016 0.0386
O 0.0041 -0.0777 0.0924
O 0.0114 0.0224 0.1034
O 0.017 -0.0195 0.1522
O -0.029 0.0316 0.1527
O 0.0056 0.0029 0.0402
O -0.0002 0.0109 0.0219
Si 0.0406 -0.0069 -0.0107
Si 0.0174 0.0205 -0.0293
Si 0.0633 -0.0633 0.0667
Si -0.0601 0.0421 0.0235
Si 0.0064 0.1344 -0.2085
Si -0.0658 0.0158 0.1895
Si -0.0874 0.2704 -0.1277
Si -0.0436 0.0144 -0.1149
Si 0.0302 0.0489 -0.0315
Si 0.0005 0.0138 -0.0199
Si 1.227 1.0552 -0.3459
Si 0.0262 0.0216 0.0053
Si 0.0401 -0.0191 0.0132
Si 0.0511 -0.0038 0.0042
Si 0.0349 0.0421 -0.0972
Si 0.0055 0.0029 0.0111
Si -0.0058 -0.01 0.0243
Si 0.0622 0.0436 0.0522
Si 0.0308 0.0022 -0.0119
Si -0.0135 -0.0403 -0.0921
Si -0.0348 0.001 -0.0318
Si 0.0084 -0.0465 0.2135
Si -0.0016 0.0118 0.0095
Si -0.0001 -0.0824 -0.0493
Si 0.0482 0.268 0.5906
Si 0.0005 -0.0293 0.0449
Si 0.0447 -0.0077 -0.0475
Si -0.0517 -0.0276 -0.0919
Si -0.0068 -0.0315 -0.011
Si 0.0807 -0.0933 0.0945
Si -0.0363 -0.0205 0.0099
Si 0.0433 -0.0265 0.0843
Si -0.0221 -0.0889 -0.1007
Si 0.0241 0.01 -0.0147
Si 0.0017 -0.0028 0.0069
Si 0.0889 0.0405 -0.0333
Si -0.0086 -0.0089 -0.0181
O -0.0029 -0.0185 -0.0117
O -0.0281 0.0142 -0.0038
O 0.0169 -0.0143 0.0404
O 0 -0.0073 -0.0222
O -0.0155 0.0514 -0.0389
O -0.001 -0.0007 0.0138
O -0.0123 0.0194 -0.0936
O 0.0249 0.0103 0.0096
O 0.0016 0.0192 0.0451
O -0.0038 0.0354 0.0207
O 0.0004 0.0027 -0.0081
O -0.0045 0.0022 0.0052
O 0.0026 -0.0156 -0.0202
O 0 -0.0112 -0.0101
O -0.0257 0.0081 0.0165
O 0.0579 -0.0183 -0.011
O -0.0258 0.0126 -0.033
O -0.0146 0.0213 0.0424
O 0.0164 0.0101 0.0158
O -0.0041 -0.0029 0.0138
O -0.0116 0.0002 0.0065
O 0.0044 -0.0012 -0.005
O -0.0147 0.0031 0.0217
O -0.1219 -0.221 0.1735
O 0.0027 0.0059 0.0041
O 0.0256 -0.0122 0.0595
O -0.0036 0.0023 0.0029
O -0.0016 0.0132 -0.028
O -0.0053 -0.0069 -0.0031
O 0.0113 -0.0012 0.0056
O -0.1045 0.045 -0.2831
O -0.0092 0.0039 -0.0098
O -0.0132 0.0137 0.0054
O -0.0053 0.0126 0.0321
O 0.0014 0.0084 0.0274
O -0.003 0.0117 -0.0089
O -0.0254 -0.0438 0.0548
O -0.0107 0.0067 -0.0014
O -0.0225 -0.0102 0.0078
O -0.004 0.0196 -0.0063
O -0.0508 -0.0067 -0.0303
O -0.0227 0.0186 -0.075
O -0.0638 -0.0146 0.0618
O 0.0232 0.0123 -0.0149
O 0.0146 0.012 0.0321
O 0.0337 0.033 0.0306
O -0.0259 -0.0732 -0.057
O 0.0592 -0.101 -0.0388
O -0.0153 -0.0344 -0.0428
O 0.0155 0.002 -0.0094
O -0.0183 -0.0179 0.0029
O -0.0192 0.0012 -0.0096
O -0.0012 0.013 -0.0201
O -0.5911 -0.7388 -0.1099
O 0.0149 0.0018 -0.0161
O 0.0171 0.0078 -0.0526
O 0.148 0.0027 -0.3221
O -0.0213 0.0398 0.0096
O -0.0284 -0.339 -0.0975
O -0.0175 0.0141 0.0271
O 0.0206 -0.0038 0.0442
O 0.0159 -0.0043 0.0389
O -0.0252 -0.0005 0.0033
O 0.0142 -0.0236 0.0002
O -0.0054 -0.0061 0.02
O 0.035 0.072 -0.0277

The program warned: the cutoff lies below the one the program advises for these potential files; the forces do not sum to zero within the program's tolerance; the exchange-correlation potential is rough where the density is thin.
